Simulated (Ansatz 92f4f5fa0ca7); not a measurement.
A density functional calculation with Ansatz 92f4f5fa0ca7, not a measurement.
Periodic cell of 226 atoms, Si132O92P2, from a study of silicon, its oxide and their interface. The atomic structure is a simulated model.

Settings: functional PBE; potential files Ansatz PAW; basis plane waves; wave-function cutoff 700 eV; density cutoff ratio 5; exchange-correlation grid ratio 1; k mesh 2 x 2 x 1, shifted by 0.5 0.5 0.5 of a step; self-consistency stop 5e-08 eV per atom in the density residual; occupations fixed; spin none; net charge 0.

Cell vectors (angstrom)
a, 10.938, 0, 0
b, 0, 10.938, 0
c, 0, 0, 31.9494

Atoms: element, x, y, z (angstrom)
Si, 10.6035, -0.059, 24.5221
Si, 5.1374, 0, 24.7057
Si, 2.8829, 2.1773, 24.5057
Si, 8.5445, 2.3507, 24.5982
Si, 10.6481, 5.3969, 24.2156
Si, 5.1694, 5.5701, 24.4282
Si, 2.9561, 7.8821, 24.3977
P, 8.6709, 7.5534, 24.2267
Si, 1.3208, 1.0763, 25.8512
Si, 6.8041, 1.2863, 25.802
Si, 3.9628, 3.9882, 25.712
Si, 9.6968, 3.9383, 25.8527
Si, 1.174, 6.8078, 25.5698
Si, 6.8789, 6.7146, 25.6387
Si, 3.9973, 9.3748, 25.965
P, 9.3607, 9.5865, 25.9195
Si, 2.6692, -0.1746, 27.2979
Si, 8.2107, 0.0466, 27.2767
Si, 0.1227, 2.6332, 27.2214
Si, 5.4307, 2.7204, 27.1229
Si, 2.6092, 5.4513, 27.0453
Si, 8.2085, 5.3578, 27.0851
Si, -0.0918, 8.2295, 27.0826
Si, 5.5858, 8.1011, 27.1289
Si, 4.0878, 1.3183, 28.5121
Si, 9.5769, 1.4085, 28.5975
Si, 1.4052, 4.0878, 28.5513
Si, 6.8047, 4.0803, 28.505
Si, 4.0886, 6.7884, 28.4376
Si, 9.5365, 6.7878, 28.4567
Si, 1.268, 9.476, 28.6021
Si, 6.8521, 9.5334, 28.5511
Si, -0.0218, -0.0037, 29.93
Si, 5.475, -0.0168, 29.8931
Si, 2.7636, 2.7164, 29.9021
Si, 8.1794, 2.7655, 29.9138
Si, -0.0041, 5.4638, 29.8752
Si, 5.4491, 5.4631, 29.8716
Si, 2.7466, 8.1592, 29.8838
Si, 8.225, 8.1724, 29.8917
Si, 1.3673, 1.3673, 31.2657
Si, 6.8362, 1.3673, 31.2657
Si, 4.1018, 4.1018, 31.2657
Si, 9.5708, 4.1018, 31.2657
Si, 1.3673, 6.8362, 31.2657
Si, 6.8362, 6.8362, 31.2657
Si, 4.1018, 9.5708, 31.2657
Si, 9.5708, 9.5708, 31.2657
Si, 2.7345, 0, 0.6835
Si, 8.2035, 0, 0.6835
Si, 0, 2.7345, 0.6835
Si, 5.469, 2.7345, 0.6835
Si, 2.7345, 5.469, 0.6835
Si, 8.2035, 5.469, 0.6835
Si, 0, 8.2035, 0.6835
Si, 5.469, 8.2035, 0.6835
Si, 4.0988, 1.3753, 2.0645
Si, 9.5955, 1.3473, 2.0449
Si, 1.3538, 4.1337, 2.0563
Si, 6.8305, 4.1285, 2.0452
Si, 4.0917, 6.8435, 2.0452
Si, 9.5691, 6.841, 2.0644
Si, 1.3631, 9.5967, 2.0572
Si, 6.8273, 9.6109, 2.0492
Si, 0.0316, 0.0294, 3.4745
Si, 5.4828, 0.0347, 3.4546
Si, 2.7171, 2.7652, 3.4043
Si, 8.2529, 2.7713, 3.3444
Si, 0.0246, 5.5133, 3.472
Si, 5.4745, 5.5177, 3.4268
Si, 2.7369, 8.2332, 3.4005
Si, 8.242, 8.2848, 3.3892
Si, 1.3807, 1.4463, 4.8468
Si, 6.9122, 1.4645, 4.7328
Si, 4.0636, 4.1444, 4.7594
Si, 9.6018, 4.0704, 4.778
Si, 1.368, 6.9623, 4.8444
Si, 6.8423, 6.9795, 4.7292
Si, 4.0972, 9.564, 4.7913
Si, 9.6233, 9.572, 4.8437
Si, 2.7583, 0.0218, 6.1399
Si, 8.2944, 0.1066, 6.0972
Si, 0.0166, 2.7857, 6.305
Si, 5.514, 2.8243, 6.0738
Si, 2.7528, 5.5768, 6.1406
Si, 8.2525, 5.582, 5.9544
Si, 0.0475, 8.2927, 6.373
Si, 5.5003, 8.2877, 6.223
Si, 4.4242, 1.1659, 7.3288
Si, 9.8126, 1.1351, 7.6208
Si, 1.1776, 4.4861, 7.5087
Si, 6.6441, 4.5271, 7.2514
Si, 4.3252, 6.688, 7.5386
Si, 9.7276, 6.595, 7.497
Si, 1.2821, 9.9257, 7.7056
Si, 6.7215, 9.9485, 7.4169
O, 9.5606, 1.1426, 24.0254
O, 4.0724, 6.7312, 23.9324
O, 4.09, 1.1206, 24.0413
O, 9.309, 6.1845, 23.4995
O, -0.0267, 5.5302, 8.0171
O, 5.5717, 0.1106, 7.9142
O, 0.075, 0.0771, 8.1486
O, 5.5343, 5.5953, 7.8837
O, 7.6042, 3.9476, 8.4422
O, 8.7151, 7.0225, 8.7517
O, 2.1817, 9.4381, 9.0441
O, 8.8923, 1.6587, 8.9213
O, 7.6132, 9.4507, 8.7185
O, 3.6048, 1.8031, 8.5987
O, 3.5835, 7.2032, 8.9439
O, 2.0582, 3.9872, 8.8244
O, 8.1254, 3.3743, 23.3714
O, 0.5516, 4.7429, 22.9419
O, 1.9847, 2.5399, 23.1743
O, 5.8061, 4.797, 23.1073
O, 5.7087, 9.8344, 23.6171
O, 2.4619, 8.6634, 23.0199
O, 0.1406, 9.9213, 23.2292
O, 7.8992, 8.3339, 22.9781
Si, 8.6548, 7.5994, 18.4694
Si, 8.7852, 6.3027, 13.6558
Si, 3.7962, 1.4689, 14.7473
Si, 2.1339, 5.6531, 17.6547
Si, 2.4276, 3.0181, 19.459
Si, 9.8085, 8.9718, 12.0915
Si, 1.2687, 9.3466, 22.1428
Si, 9.1773, 0.9014, 13.2125
Si, 1.4225, 4.9945, 13.0464
Si, 1.7913, 8.196, 12.8235
Si, 6.736, 9.3921, 22.4503
Si, 4.5223, 4.5301, 15.724
Si, 8.206, 2.9942, 9.5898
Si, 0.831, 8.1312, 19.3227
Si, 6.9647, 1.2164, 21.11
Si, 8.2188, 8.2805, 9.678
Si, 10.8899, 5.1538, 15.6296
Si, 7.5833, 9.4196, 16.3416
Si, 9.9249, 1.948, 20.2823
Si, 3.2126, 8.4833, 9.9231
Si, 6.6981, 3.2506, 17.4025
Si, 1.1384, 0.1015, 19.8131
Si, 3.2361, 2.7546, 12.3108
Si, 7.2065, 5.2824, 19.6931
Si, 5.7463, 8.6197, 11.563
Si, 5.7846, 6.0206, 13.2252
Si, 4.6386, 9.6002, 17.6444
Si, 1.0831, 3.4139, 22.1437
Si, 4.923, 1.3738, 18.7986
Si, 3.188, 3.0564, 9.5299
Si, 6.4619, 10.7582, 13.8174
Si, 10.358, 0.0458, 15.9841
Si, 5.6567, 3.6146, 11.1672
Si, 9.8397, 3.8408, 11.9291
Si, 2.3497, 9.8466, 15.562
Si, 6.0697, 8.0132, 19.8337
Si, 6.9198, 3.8503, 22.3851
Si, 9.7576, 2.711, 17.3657
O, 7.1949, 6.3239, 14.001
O, 1.8689, 6.9336, 18.745
O, 10.287, 3.9861, 16.5474
O, 6.1729, 9.8509, 17.0798
O, 10.1572, 0.6204, 14.4762
O, 8.4336, 6.0145, 18.8709
O, 5.1799, 0.6242, 14.4553
O, 5.7466, 1.9374, 17.5167
O, 8.3481, 1.8426, 20.5737
O, 1.9855, 4.1761, 18.3787
O, 6.9563, 2.7653, 10.6384
O, 4.8716, 2.6524, 12.225
O, 6.0258, 4.3011, 16.3504
O, 4.553, 3.8937, 9.9594
O, 10.7312, 2.607, 21.5421
O, 9.7285, 6.1163, 14.9904
O, 5.998, 6.3772, 19.8554
O, 4.0913, 0.0686, 18.2906
O, 9.2512, 10.4943, 12.2826
O, 2.8534, 4.2932, 12.7355
O, 1.7958, 10.6489, 21.2775
O, 4.0076, 2.6143, 19.3517
O, 0.7382, 9.9705, 15.9878
O, 1.2998, 9.6751, 18.8863
O, 1.7186, 1.5377, 19.2691
O, 8.9512, 10.3183, 16.5223
O, 4.8693, 8.4886, 18.8279
O, 9.5689, 8.6997, 10.4981
O, 6.7379, 3.9823, 18.8526
O, 2.8511, 1.6466, 13.4133
O, 5.8389, 8.6433, 21.3154
O, 2.5385, 2.4069, 10.8845
O, 7.5967, 4.7137, 21.1706
O, 5.2122, 7.4264, 12.5745
O, 0.4244, 9.0064, 12.5189
O, 7.5893, 0.9988, 13.6051
O, 7.122, 9.5718, 14.7707
O, 8.9786, 4.9658, 12.7344
O, 8.1111, 7.9587, 16.9376
O, 6.2178, 2.4289, 21.9315
O, 2.4584, 9.0021, 14.1203
O, 0.424, 4.4283, 11.8859
O, 0.767, 8.2311, 20.9976
O, 9.3808, 3.7923, 10.3743
O, 9.6591, 2.3236, 12.5494
O, 7.6125, 8.4572, 19.4231
O, 2.5407, 8.1239, 11.3702
O, 3.9671, 2.9902, 15.389
O, 0.8332, 4.4372, 14.4607
O, 10.0367, 2.9175, 18.9637
O, 9.1375, 7.743, 12.9551
O, 10.4749, 0.4251, 20.0054
O, 6.0321, 4.9911, 11.9601
O, 8.1622, 2.669, 16.9981
O, 3.5383, 5.4062, 16.7562
O, 4.6606, 9.0966, 10.4149
O, 1.5366, 6.6158, 13.187
O, 4.7583, 5.4346, 14.3682
O, 2.0779, 3.7288, 20.8884
O, 10.5626, 1.3528, 16.9433
O, 0.9537, 6.0115, 16.5805
O, 7.3804, 10.7968, 21.9189
O, 5.9447, 0.7986, 19.9258
O, 6.0786, 9.9708, 12.4311
O, 2.8549, 0.4686, 15.6156
O, 7.0447, 7.9688, 10.7814
O, 10.2391, 7.9118, 18.7346
O, 3.4498, 9.1075, 16.5903

Results
free energy: -137764.592 eV
free energy less fixed offsets of O -569.03, P -756.45, Si -635.61 eV per atom: -0.412 eV

Forces (eV/angstrom), in the order of the atoms: element, x, y, z
Si, 0.0056, -0.0061, -0.0549
Si, -0.0229, -0.0152, -0.0091
Si, 0.0067, 0.0164, -0.0258
Si, 0.018, 0.0103, -0.0223
Si, -0.0503, 0, -0.0287
Si, -0.0328, -0.0334, -0.056
Si, 0.0084, 0.0278, -0.0189
P, 0.1494, 0.0734, -0.0454
Si, -0.0081, 0.0171, -0.0112
Si, 0.0502, -0.0223, 0.0185
Si, 0.0054, -0.0306, -0.014
Si, -0.0007, 0.0376, -0.0048
Si, 0.0237, -0.0164, 0.0335
Si, 0.0274, 0.0787, 0.0593
Si, -0.0403, 0.0312, -0.0273
P, -0.1176, -0.1165, 0.0369
Si, 0.0031, 0.0089, -0.0126
Si, 0.0088, 0.0446, -0.0238
Si, -0.0128, 0.0106, -0.0039
Si, 0.0103, 0, -0.0005
Si, 0.0002, -0.018, -0.0086
Si, -0.0035, 0.0211, -0.0205
Si, 0.0345, -0.0202, -0.0328
Si, -0.0032, 0.0057, 0.0009
Si, 0.0016, 0.0123, -0.0289
Si, -0.0261, 0.0036, 0.007
Si, -0.002, -0.0093, -0.0199
Si, -0.0179, -0.0163, -0.0165
Si, -0.0148, -0.0313, 0.0042
Si, 0.002, 0.0205, 0.005
Si, -0.0174, -0.028, -0.0041
Si, -0.0189, -0.0175, -0.0314
Si, -0.003, 0.0149, -0.002
Si, 0.001, -0.0026, 0.0039
Si, 0.0102, 0.0024, -0.0017
Si, 0.0456, -0.022, 0.0042
Si, -0.0098, 0.0093, -0.0071
Si, -0.0148, 0.0162, 0.0143
Si, 0.0083, -0.0291, -0.0055
Si, 0.0121, -0.0034, 0.0054
Si, 0.1272, 0.0351, 0.004
Si, 0.0252, -0.0101, -0.0212
Si, 0.1127, -0.0785, 0.0286
Si, -0.09, 0.1563, 0.0264
Si, 0.0459, -0.1735, -0.0574
Si, -0.0449, -0.0755, -0.1594
Si, -0.0687, -0.0996, -0.1277
Si, -0.1748, -0.1894, 0.1617
Si, 0.0242, 0.0756, 0.0214
Si, -0.013, 0.0427, -0.1133
Si, 0.065, 0.0671, 0.0108
Si, -0.0275, 0.0653, 0.0896
Si, -0.0716, -0.0231, -0.0682
Si, 0.0515, 0.1095, -0.0043
Si, 0.0148, 0.0857, 0.117
Si, 0.0366, 0.0927, 0.0582
Si, 0.007, -0.0094, -0.0001
Si, 0.0014, -0.0095, -0.0004
Si, -0.0078, 0.0092, 0.0019
Si, -0.0108, 0.0107, 0.0088
Si, 0.0014, -0.0093, 0
Si, 0.0107, -0.0144, 0.0058
Si, -0.011, 0.0083, -0.003
Si, -0.0014, 0.0063, 0.0002
Si, 0.0063, 0.0018, 0.0021
Si, 0.005, 0.0021, 0.0205
Si, -0.0017, -0.001, 0.0157
Si, 0.0052, 0.0073, 0.0084
Si, 0.0137, 0.0053, 0.0104
Si, 0.002, 0.0062, 0.0177
Si, 0.0012, -0.0009, 0.0149
Si, 0.0095, 0.0063, 0.0093
Si, -0.0177, 0.0062, 0.0008
Si, 0.0002, -0.0054, 0.0157
Si, 0.0029, 0.0049, 0.0091
Si, 0.0129, -0.0176, 0.009
Si, -0.0138, 0.0043, -0.0025
Si, -0.0182, -0.0013, 0.0057
Si, 0.0013, -0.0003, -0.0008
Si, 0.0151, -0.0178, -0.0072
Si, 0.0062, -0.0123, 0.0205
Si, -0.0028, 0.0073, 0.0125
Si, -0.0078, -0.0065, -0.0259
Si, -0.0019, -0.0023, -0.0038
Si, 0.0049, -0.003, 0.0201
Si, -0.0083, 0.0073, 0.0237
Si, 0.0019, -0.007, -0.0183
Si, -0.0039, 0.0001, -0.0062
Si, -0.0066, -0.013, 0.0198
Si, -0.0135, -0.0215, 0.0301
Si, 0.013, 0.0225, 0.0313
Si, 0.0135, 0.0178, 0.0176
Si, -0.0083, -0.0205, 0.0181
Si, -0.0262, -0.0322, 0.0212
Si, 0.0158, 0.0239, 0.0261
Si, 0.0057, 0.0189, 0.0281
O, -0.0021, -0.0005, -0.0216
O, 0.0092, 0.0044, -0.0027
O, -0.0166, 0.0104, -0.0172
O, 0.0132, -0.0656, -0.0119
O, -0.0022, 0.0007, 0.0235
O, 0.0082, 0.0008, 0.0307
O, -0.0024, -0.0005, 0.0202
O, 0.0021, 0.0056, 0.0296
O, -0.017, -0.016, 0.0099
O, 0.0248, 0.0195, -0.004
O, -0.0205, -0.0108, -0.0102
O, 0.0283, 0.0154, -0.0164
O, -0.0201, -0.0226, 0.0023
O, 0.0196, 0.0194, 0.0061
O, 0.0163, 0.0168, -0.0068
O, -0.0121, -0.0133, -0.0057
O, -0.0292, -0.0227, -0.0187
O, -0.0163, -0.012, 0.0108
O, 0.0073, 0.0099, 0.0056
O, 0.0133, 0.0119, 0.0054
O, 0.0288, 0.0204, -0.0038
O, -0.015, -0.0172, 0.0047
O, 0.0357, 0.0266, -0.0109
O, -0.0487, -0.0055, -0.0057
Si, 0.0005, -0.0015, -0.0008
Si, -0.0061, 0.0006, 0.0158
Si, -0.0048, -0.0025, 0.0027
Si, 0.0033, 0.0036, -0.0066
Si, 0.0055, 0.0061, 0.0026
Si, 0.0035, -0.0028, -0.0052
Si, -0.0115, 0.0045, 0.0083
Si, 0.0013, -0.0004, 0.0012
Si, 0.001, -0.0014, 0.0012
Si, 0.002, 0.0012, 0.0058
Si, 0.003, 0.0022, 0.0031
Si, 0.0003, 0.0036, 0.0005
Si, -0.0078, 0.0081, -0.0046
Si, -0.0053, -0.0024, 0.0034
Si, -0.0012, -0.0012, 0.0074
Si, -0.0005, -0.0014, -0.0053
Si, -0.0001, 0.0036, 0.0029
Si, 0.0007, -0.0055, -0.0017
Si, -0.0035, -0.0017, 0.0012
Si, 0.0086, -0.0029, 0.0037
Si, -0.0003, -0.002, -0.0018
Si, -0.0057, -0.0048, 0.0089
Si, -0.0026, -0.0044, -0.0013
Si, 0.0038, -0.0022, 0.006
Si, 0.0001, 0.0013, -0.0003
Si, -0.0017, 0.0016, 0.0033
Si, -0.0085, -0.0016, 0.0078
Si, 0.0012, -0.0001, 0.0017
Si, 0.0013, -0.002, 0.0015
Si, 0.0066, -0.0035, -0.0069
Si, -0.0007, -0.0005, -0.0011
Si, 0.0057, 0.0084, -0.0012
Si, -0.0013, -0.0026, -0.0039
Si, 0.0031, 0.0008, -0.0086
Si, 0.0037, -0.002, -0.0031
Si, -0.0079, 0.0023, 0.0095
Si, 0.0102, -0.01, 0.0025
Si, 0.0007, -0.0006, 0.0019
O, -0.0096, -0.0055, -0.0219
O, -0.0125, 0.0048, 0.0041
O, 0.0095, -0.0008, 0.0002
O, 0.0003, -0.0069, 0.0038
O, -0.0198, -0.0065, 0.0061
O, -0.0282, 0.0187, 0.0099
O, -0.0047, -0.0064, -0.0059
O, 0.0002, 0.0081, 0.0265
O, -0.0008, -0.008, 0.0029
O, -0.0015, -0.0001, 0.0111
O, -0.0026, 0.0201, 0.0002
O, -0.0121, 0.0256, -0.023
O, -0.0179, -0.0168, 0.0095
O, -0.0133, -0.0304, 0.0233
O, 0.0131, 0.0021, -0.0135
O, 0.0039, -0.02, -0.0176
O, 0.0314, 0.0081, -0.0057
O, 0.0249, -0.0194, -0.006
O, 0.0086, 0.007, 0.0178
O, -0.0124, -0.0207, 0.0003
O, -0.0286, -0.0235, -0.0158
O, 0.0002, -0.0077, -0.0052
O, -0.0122, 0.0016, -0.0051
O, -0.0011, -0.0052, 0.0243
O, -0.0054, 0.0049, -0.0011
O, 0.0007, 0.0029, -0.0193
O, 0.0079, 0.0121, 0.0035
O, -0.0185, -0.0081, 0.0162
O, 0.0044, 0.0014, -0.0169
O, 0.0151, 0.0201, -0.0067
O, 0.019, -0.0029, -0.0138
O, 0.031, 0.0284, 0.0108
O, -0.0227, 0.0028, -0.0001
O, 0.0286, -0.0052, -0.0019
O, -0.0053, -0.0159, -0.0025
O, 0.0082, -0.0224, 0.005
O, 0.007, 0.0238, -0.008
O, 0.0245, -0.0041, 0.0002
O, -0.0042, 0.0051, 0.0162
O, 0.0141, 0.0114, -0.0098
O, -0.0136, -0.0028, 0.008
O, -0.002, 0.0012, 0.0191
O, 0.0174, 0.0228, -0.0121
O, -0.0215, -0.0199, 0.0167
O, -0.019, 0.0039, -0.0021
O, -0.0054, -0.0294, -0.01
O, -0.0094, 0.0039, -0.0146
O, -0.0001, 0.0042, -0.0148
O, -0.0048, 0.0234, -0.0029
O, -0.0035, -0.0155, -0.0077
O, -0.0016, -0.0065, -0.0132
O, 0.0135, 0.0186, 0.0066
O, -0.0107, -0.0045, 0.0105
O, 0.0003, 0.009, 0.0203
O, -0.0001, -0.0071, -0.0129
O, 0.0123, -0.0165, 0.0057
O, 0.0015, -0.0004, -0.0042
O, 0.0122, -0.0055, 0.0013
O, -0.0133, -0.0184, -0.0022
O, -0.0125, 0.0051, -0.0031
O, 0.0019, -0.0236, -0.013
O, -0.0129, -0.008, -0.014
O, 0.0054, 0.0186, -0.0029
O, -0.0018, -0.0116, 0.0096
O, 0.0086, 0.0007, -0.0024
O, -0.0043, 0.0207, -0.001
O, 0.0082, -0.0001, 0.011
O, 0.0046, 0.0158, 0.0003

The program warned: the cutoff lies below the one the program advises for these potential files; the exchange-correlation potential is rough where the density is thin.
